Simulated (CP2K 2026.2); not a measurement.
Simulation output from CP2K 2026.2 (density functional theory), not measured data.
Periodic cell of 504 atoms, Si360O144, from a study of silicon, its oxide and their interface. The atomic structure is a simulated model.
Doubt: the forces sum to 1.93 eV/angstrom along one axis rather than to zero, so they err by at least 0.0038 eV/angstrom per atom on average; the grid cutoff is modest.

Settings
functional: PBE
method: Gaussian and plane waves
basis set: DZVP-MOLOPT-SR-GTH
pseudopotentials: GTH-PBE
grid cutoff: 350 Ry, relative cutoff 50 Ry
k points: Gamma only
occupations: fixed
spin: none
net charge: 0

Cell vectors (angstrom)
a 16.32 0 0
b 0 16.32 0
c 8.1346 6.0236 34.3931

Atoms and the computed forces on them: element, x, y, z (angstrom), force x, y, z (eV/angstrom)
Si 1.12 15.283 0.027 0.017 -0.168 0.758
Si 3.764 1.575 0.042 0.208 -0.002 0.762
Si 9.715 9.846 34.363 -0.112 0.172 0.769
Si 12.094 12.877 34.388 0.205 -0.169 0.731
Si 9.827 15.115 34.253 -0.232 0.295 0.716
Si 4.379 11.995 0.055 -0.158 0.054 0.806
Si 7.105 14.867 0.015 -0.21 0.02 0.705
Si 9.34 1.576 0.091 0.163 -0.132 0.725
Si 7.168 3.795 0.222 -0.171 -0.042 0.757
Si 9.74 6.473 0.12 -0.056 0.199 0.719
Si 6.498 9.712 0.076 0.225 -0.042 0.768
Si 9.255 12.601 0.015 0.06 -0.198 0.772
Si 12.428 14.761 0.049 -0.143 0.207 0.76
Si 23.337 7.179 34.319 -0.209 0.12 0.768
Si 11.903 4.307 0.286 0.081 0.032 0.7
Si 14.659 7.029 0.139 0.15 -0.044 0.764
Si 12.538 9.281 0.203 -0.126 -0.007 0.708
Si 14.649 12.522 0.024 0.189 -0.125 0.747
Si 2.647 16.382 1.418 -0.02 0.006 -0.048
Si 5.435 2.67 1.331 -0.015 -0.017 -0.034
Si 2.731 5.372 1.326 -0.004 -0.003 -0.041
Si 5.425 8.095 1.372 -0.004 0.003 -0.044
Si 2.704 10.807 1.204 0.013 -0.007 -0.039
Si 5.502 13.643 1.293 0.004 -0.002 -0.045
Si 8.226 16.326 1.436 -0.006 0.01 -0.052
Si 10.79 2.728 1.544 -0.008 0.007 -0.046
Si 8.249 5.367 1.546 0.013 -0.007 -0.044
Si 10.884 8.113 1.384 -0.01 0.002 -0.04
Si 8.132 10.929 1.278 0.012 -0.004 -0.044
Si 10.856 13.637 1.383 0.011 -0.009 -0.039
Si 13.626 16.345 1.299 0.01 0.003 -0.044
Si 16.314 2.71 1.304 0.015 -0.006 -0.047
Si 13.526 5.485 1.471 0.002 0.013 -0.052
Si 16.368 8.14 1.308 -0.005 0.02 -0.043
Si 13.674 10.894 1.424 -0.012 0.007 -0.02
Si 16.285 13.65 1.288 -0.002 0.008 -0.065
Si 1.311 1.405 2.778 -0.012 0.014 0.039
Si 4.119 4.068 2.71 -0.001 0.006 0.012
Si 1.352 6.737 2.684 -0.012 0 0.022
Si 4.027 9.476 2.687 0.013 0.021 0.027
Si 1.356 12.219 2.577 0.011 0.006 0.007
Si 4.077 14.962 2.649 0.012 0.003 -0.003
Si 6.764 1.316 2.738 0.006 0.006 0.023
Si 9.513 4.048 2.966 0.005 -0.006 0.049
Si 6.819 6.789 2.739 -0.01 0.003 0.007
Si 9.5 9.544 2.646 -0.003 0.014 0.014
Si 6.815 12.275 2.712 -0.015 -0.012 0.022
Si 9.575 14.992 2.797 0.006 -0.008 0.018
Si 12.271 1.352 2.716 -0.005 -0.022 0.003
Si 14.954 4.07 2.683 0.004 0.003 0.01
Si 12.203 6.822 2.846 -0.012 -0.002 0.051
Si 15.074 9.546 2.728 -0.006 -0.038 0.015
Si 12.212 12.221 2.718 -0.001 0.007 0.015
Si 14.951 14.983 2.714 0 0.008 0.025
Si 16.298 16.323 4.104 -0.007 0.003 -0.006
Si 2.73 2.742 4.088 -0.006 -0.015 -0.015
Si 16.311 5.414 4.064 0.022 0.003 0.015
Si 2.693 8.124 4.061 -0.008 0.018 -0.01
Si 16.383 10.914 4.072 0.005 0.004 0.016
Si 2.716 13.572 3.98 -0.024 -0.003 0.004
Si 5.414 16.282 4.082 -0.001 0.012 -0.01
Si 8.088 2.668 4.171 0.004 0.008 -0.011
Si 5.447 5.436 4.091 -0.012 -0.013 -0.014
Si 8.165 8.188 4.058 0.03 -0.008 -0.007
Si 5.417 10.878 4.025 -0.001 -0.007 -0.034
Si 8.177 13.606 4.097 0.005 -0.014 -0.015
Si 10.933 16.337 4.129 -0.013 0.013 0.001
Si 13.616 2.717 4.075 0.001 0.005 -0.013
Si 10.895 5.447 4.221 0.011 -0.006 -0.004
Si 13.643 8.199 4.086 0.001 0 -0.021
Si 10.859 10.864 4.065 0 -0.004 0.006
Si 13.585 13.604 4.062 0.01 0.013 -0.026
Si 17.704 14.979 16.361 -0.012 0.017 0
Si 4.092 17.688 16.367 0.004 0.009 -0.004
Si 17.733 4.084 16.311 -0.002 0.004 -0.01
Si 4.085 6.769 16.34 -0.016 0.006 -0.008
Si 17.662 9.486 16.264 -0.004 0.003 -0.019
Si 4.098 12.258 16.333 0.002 0.01 -0.003
Si 6.806 14.962 16.354 0.012 0.011 -0.007
Si 9.495 17.664 16.338 -0.001 -0.029 -0.001
Si 6.764 4.048 16.382 -0.001 -0.019 -0.001
Si 9.493 6.785 16.314 -0.009 0.005 -0.008
Si 6.774 9.507 16.33 -0.008 -0.007 -0.009
Si 9.511 12.248 16.313 0.007 -0.002 -0.006
Si 12.225 14.971 16.27 -0.004 -0.008 -0.005
Si 14.981 17.69 16.307 0.004 0.015 -0.011
Si 12.219 4.058 16.318 0.001 -0.004 -0.001
Si 14.991 6.832 16.265 -0.004 0 -0.015
Si 12.241 9.542 16.285 0 -0.011 0
Si 14.982 12.242 16.255 0.019 -0.008 -0.008
Si 19.096 16.316 17.75 -0.008 -0.015 -0.001
Si 5.395 19.036 17.802 -0.005 -0.005 0.021
Si 19.057 5.425 17.737 0.017 -0.014 -0.002
Si 5.446 8.11 17.703 0.02 0.011 0.017
Si 19.001 10.864 17.579 -0.012 -0.002 -0.001
Si 5.458 13.612 17.734 -0.013 -0.005 -0.006
Si 8.162 16.304 17.74 0 -0.009 0.019
Si 10.843 19.019 17.7 0.001 -0.001 0
Si 8.131 5.432 17.699 -0.011 0.025 0
Si 10.853 8.187 17.615 0.007 0.006 0.028
Si 8.108 10.913 17.66 0.001 0.003 -0.019
Si 10.895 13.609 17.646 0 0.021 0.02
Si 13.566 16.345 17.617 0.01 0 -0.004
Si 16.403 19.02 17.643 -0.007 0.002 0.009
Si 13.625 5.466 17.566 0.002 0.004 -0.003
Si 16.342 8.147 17.686 0 -0.008 0.018
Si 13.663 10.871 17.615 -0.01 0.009 0.003
Si 16.286 13.61 17.648 0.002 -0.009 0.021
Si 17.741 17.692 19.089 0.014 0.021 -0.013
Si 20.357 4.103 19.209 0.009 -0.001 -0.007
Si 17.681 6.78 19.082 -0.02 0.007 -0.015
Si 20.329 9.503 18.928 -0.01 -0.014 -0.037
Si 17.654 12.206 18.942 -0.02 0 -0.036
Si 20.447 14.945 19.148 -0.011 0.029 -0.006
Si 6.773 17.636 19.125 0.009 -0.03 -0.025
Si 9.491 4.084 19.052 0.013 -0.007 -0.011
Si 6.78 6.737 19.127 -0.02 -0.01 0.019
Si 9.448 9.53 18.961 0.01 -0.01 -0.002
Si 6.805 12.257 19.109 0.029 -0.005 -0.008
Si 9.546 14.914 19.078 -0.005 0.015 -0.02
Si 12.215 17.645 19.033 -0.005 -0.008 -0.009
Si 15.027 4.122 18.873 0.009 0.021 -0.043
Si 12.283 6.846 18.9 0.008 0.019 -0.046
Si 14.996 9.532 19.027 -0.002 0.012 -0.017
Si 12.336 12.268 18.927 0.019 0.013 -0.013
Si 14.896 14.997 18.973 0.003 -0.011 -0.029
Si 16.306 16.295 20.309 -0.005 -0.005 0.031
Si 19.001 19.046 20.607 -0.008 0.005 0.03
Si 16.294 5.402 20.395 -0.006 -0.006 0.076
Si 19.019 8.2 20.385 0.004 0.011 0.067
Si 16.31 10.925 20.39 -0.001 0.01 0.06
Si 19.013 13.505 20.33 -0.006 -0.007 0.056
Si 5.506 16.228 20.611 0.04 0.018 0.034
Si 8.106 19.085 20.437 -0.012 -0.022 0.053
Si 5.406 5.448 20.629 -0.005 0.007 0.04
Si 8.15 8.164 20.407 -0.008 0.022 0.029
Si 5.319 10.864 20.287 -0.008 0.012 0.042
Si 8.244 13.527 20.521 0.006 -0.008 0.051
Si 10.906 16.275 20.47 -0.009 -0.027 0.021
Si 13.66 19.094 20.161 -0.011 0.012 0.036
Si 10.958 5.475 20.244 0.007 -0.016 0.056
Si 13.626 8.162 20.332 0.004 -0.019 0.044
Si 10.937 10.889 20.146 0.011 0.007 0.03
Si 13.566 13.665 20.387 -0.032 -0.019 0.039
Si 17.432 14.674 21.563 0.035 0.084 -0.752
Si 20.642 17.857 21.848 -0.158 -0.183 -0.776
Si 17.238 20.125 21.854 0.378 0.128 -0.736
Si 20.54 7.151 21.827 -0.058 -0.275 -0.703
Si 17.868 9.762 21.701 -0.199 -0.088 -0.783
Si 20.101 11.934 21.706 0.086 0.163 -0.748
Si 7.252 15.145 21.922 -0.364 -0.211 -0.743
Si 9.316 17.524 21.654 0.227 0.083 -0.796
Si 6.557 20.109 21.921 0.103 0.283 -0.726
Si 9.902 7.065 21.556 -0.217 -0.075 -0.718
Si 6.447 9.328 21.585 0.201 -0.055 -0.687
Si 9.905 12.277 21.675 -0.195 0.059 -0.656
Si 11.979 14.654 21.864 0.131 0.182 -0.733
Si 15.091 17.874 21.509 -0.046 -0.107 -0.703
Si 12.578 4.347 21.485 -0.091 -0.005 -0.798
Si 14.719 6.576 21.668 0.137 0.178 -0.77
Si 12.028 9.38 21.513 0.27 0.033 -0.705
Si 15.169 12.558 21.659 -0.089 -0.221 -0.749
Si 13.699 19.532 27.691 -0.024 0.056 0.004
Si 9.164 14.368 31.429 -0.049 0.125 0.095
Si 20.3 13.129 29.562 0.09 -0.036 0.057
Si 10.664 19.402 32.384 0.002 0.053 0.127
Si 10.077 5.61 28.496 0.076 -0.09 -0.014
Si 10.342 8.019 26.794 -0.122 0.022 -0.034
Si 13.948 8.861 30.545 0.003 -0.019 0.073
Si 16.161 5.201 27.358 0.081 0.021 -0.05
Si 6.798 5.087 24.678 0.092 -0.164 -0.057
Si 7.191 14.159 25.002 0.033 0.005 -0.132
Si 22.237 10.962 30.441 -0.107 0.059 0.198
Si 19.285 15.922 23.852 0.058 0.013 -0.17
Si 15.708 8.147 26.786 -0.074 -0.013 -0.055
Si 13.493 14.393 28.019 -0.062 -0.04 -0.062
Si 10.53 15.051 28.812 0.081 -0.101 -0.057
Si 11.151 18.897 23.711 0.058 -0.097 -0.11
Si 9.328 17.831 27.912 -0.047 -0.025 -0.134
Si 13.643 6.216 32.219 0.014 0.083 0.121
Si 18.118 6.24 29.472 0.007 0.004 -0.01
Si 18.737 16.64 32.562 0.005 0.034 0.142
Si 9.439 12.92 26.719 0.074 0.046 0.026
Si 10.961 19.847 26.456 0.064 0.013 0.108
Si 16.515 14.389 32.487 -0.019 -0.074 0.036
Si 22.124 20.556 27.387 0.059 -0.014 -0.074
Si 14.803 16.785 26.61 0.026 0.104 -0.169
Si 8.398 10.238 23.597 0.111 -0.054 -0.192
Si 12.408 11.941 26.455 -0.012 -0.013 0.016
Si 13.682 10.808 23.741 0.012 0.023 -0.141
Si 9.039 7.145 24.287 -0.059 0.013 -0.118
Si 13.787 11.259 32.273 -0.169 0.051 0.07
Si 17.858 20.501 24.864 -0.11 -0.02 -0.052
Si 17.821 11.65 29.073 -0.015 0.125 -0.001
Si 20.447 16.238 30.173 0.011 -0.056 0.01
Si 6.733 16.49 27.109 -0.026 0.031 0.146
Si 15.339 13.051 30.138 0.097 -0.004 0.022
Si 7.992 18.283 31.767 -0.123 0.059 0.064
Si 12.985 9.246 27.675 0.053 0.081 0.121
Si 21.38 8.574 32.361 0.069 -0.064 0.086
Si 23.269 15.901 30.206 -0.074 0.037 -0.023
Si 19.292 6.287 32.213 -0.012 0.08 0.203
Si 13.269 16.647 23.856 -0.047 -0.059 -0.152
Si 20.782 13.269 24.487 -0.002 -0.016 -0.079
Si 8.256 10.373 26.557 -0.061 -0.042 0.111
Si 20.16 6.113 24.619 -0.129 0.102 -0.095
Si 20.499 6.937 27.442 -0.067 -0.078 -0.114
Si 16.829 8.963 29.414 -0.091 -0.067 -0.018
Si 12.251 20.647 30.133 -0.008 0.05 -0.01
Si 8.051 20.122 29.549 -0.06 -0.011 -0.017
Si 17.851 17.564 25.998 -0.067 0.067 -0.035
Si 15.907 8.527 23.808 -0.051 0.025 -0.22
Si 19.828 11.876 26.926 -0.016 0.02 0.083
Si 20.489 17.98 27.591 0.009 -0.065 -0.056
Si 21.812 9.722 27.593 -0.037 0.024 -0.02
Si 8.209 11.665 32.278 -0.024 -0.029 0.162
Si 1.37 14.934 5.391 0.007 -0.004 0.003
Si 4.069 1.348 5.434 0.006 0.012 0.012
Si 1.363 4.088 5.445 0 -0.002 0.01
Si 4.073 6.796 5.433 -0.006 0.007 0.004
Si 1.377 9.516 5.431 0.001 -0.004 0.014
Si 4.065 12.236 5.391 0.009 -0.001 -0.002
Si 6.795 14.948 5.445 0.003 -0.009 0.006
Si 9.522 1.341 5.477 0.007 0.008 0.009
Si 6.767 4.077 5.488 -0.006 -0.01 0.022
Si 9.5 6.837 5.476 -0.007 -0.003 0.009
Si 6.786 9.534 5.409 -0.01 0.003 -0.006
Si 9.521 12.23 5.444 0.007 0.003 0.005
Si 12.26 14.951 5.468 0.014 0.002 0.009
Si 14.953 1.362 5.461 0.001 -0.008 0.002
Si 12.279 4.062 5.488 0.003 0.007 0.015
Si 14.972 6.797 5.432 -0.009 -0.008 0.006
Si 12.249 9.536 5.433 -0.004 -0.001 0.008
Si 14.972 12.252 5.411 -0.012 -0.006 0.008
Si 2.712 16.297 6.779 0.007 -0.01 -0.001
Si 5.412 2.705 6.822 -0.005 0.009 0.002
Si 2.717 5.447 6.806 -0.001 -0.001 0.007
Si 5.44 8.165 6.781 -0.003 -0.001 0.006
Si 2.735 10.878 6.785 -0.004 -0.011 0.003
Si 5.424 13.583 6.78 0 -0.003 0.004
Si 8.158 16.298 6.818 0 0.003 0
Si 10.883 2.714 6.824 0.004 0.006 0
Si 8.147 5.45 6.817 -0.002 0.009 0
Si 10.89 8.179 6.811 0.005 -0.003 -0.006
Si 8.147 10.877 6.791 0.007 0.006 -0.001
Si 10.882 13.59 6.807 -0.004 -0.007 0.007
Si 13.605 16.321 6.824 -0.003 0.007 0.008
Si 16.328 2.72 6.805 -0.003 -0.003 0.006
Si 13.628 5.443 6.82 0.004 -0.014 0.003
Si 16.326 8.164 6.792 -0.001 0.011 0.001
Si 13.609 10.897 6.786 -0.002 0.003 0.003
Si 16.331 13.601 6.781 -0.004 0 -0.005
Si 17.684 17.665 8.15 -0.008 0.003 -0.004
Si 4.064 4.077 8.171 -0.007 -0.01 0.003
Si 17.682 6.809 8.163 0.002 0.006 -0.002
Si 4.089 9.523 8.152 0.005 0.011 0.002
Si 17.686 12.236 8.143 -0.004 -0.001 -0.006
Si 4.077 14.95 8.146 -0.001 0 -0.004
Si 6.798 17.673 8.165 0.006 0.008 -0.004
Si 9.521 4.088 8.166 0.008 0.002 -0.002
Si 6.787 6.809 8.164 0.003 -0.008 -0.003
Si 9.514 9.529 8.16 0.005 -0.002 -0.002
Si 6.79 12.235 8.151 -0.001 -0.009 0.002
Si 9.519 14.943 8.173 -0.003 -0.008 0.001
Si 12.238 17.674 8.181 -0.006 -0.01 -0.004
Si 14.977 4.078 8.176 0.008 0.014 0
Si 12.244 6.801 8.161 -0.004 0.001 -0.001
Si 14.96 9.524 8.147 -0.012 -0.012 -0.006
Si 12.249 12.241 8.163 0.009 0.003 -0.001
Si 14.979 14.96 8.16 -0.001 0.007 -0.002
Si 16.329 16.32 9.526 0.001 -0.009 -0.002
Si 2.714 2.707 9.52 -0.006 0.001 -0.001
Si 16.332 5.441 9.528 -0.002 -0.009 0.001
Si 2.728 8.166 9.516 -0.003 0.001 0
Si 16.324 10.881 9.506 -0.002 -0.003 -0.002
Si 2.722 13.595 9.513 -0.002 0 -0.003
Si 5.435 16.309 9.514 -0.003 -0.008 -0.002
Si 8.16 2.72 9.518 0.006 0.008 -0.001
Si 5.435 5.439 9.519 0 0.008 -0.001
Si 8.158 8.162 9.522 0.004 -0.003 -0.003
Si 5.443 10.877 9.522 0.005 -0.004 -0.002
Si 8.148 13.591 9.521 0.002 -0.006 -0.003
Si 10.876 16.312 9.53 0.003 0.014 -0.001
Si 13.603 2.722 9.53 -0.004 -0.001 -0.005
Si 10.883 5.444 9.525 0 0.002 0.002
Si 13.603 8.164 9.515 -0.001 0.004 0
Si 10.876 10.884 9.517 -0.003 -0.002 -0.001
Si 13.61 13.605 9.516 0.001 0.002 -0.001
Si 17.692 14.959 10.88 0.001 -0.002 0.003
Si 4.082 17.673 10.877 0.001 0.008 -0.004
Si 17.684 4.07 10.883 -0.004 0.004 0
Si 4.083 6.8 10.878 -0.003 -0.003 0
Si 17.685 9.526 10.871 -0.004 0.002 -0.001
Si 4.085 12.241 10.879 -0.001 -0.007 0
Si 6.791 14.955 10.881 0.007 0.004 0
Si 9.515 17.679 10.882 0.004 -0.005 0.001
Si 6.8 4.08 10.877 0.002 -0.006 -0.001
Si 9.514 6.798 10.884 0.006 -0.001 0.006
Si 6.8 9.517 10.887 0.006 0.002 0.005
Si 9.514 12.238 10.879 0 -0.002 0.001
Si 12.247 14.961 10.881 -0.001 -0.006 -0.001
Si 14.966 17.681 10.885 0.001 0.001 0.003
Si 12.239 4.082 10.888 -0.005 0.004 0.001
Si 14.962 6.801 10.876 -0.003 0.002 -0.004
Si 12.233 9.516 10.871 -0.001 -0.005 -0.002
Si 14.97 12.244 10.87 -0.005 -0.001 -0.005
Si 19.049 16.319 12.246 0 -0.002 0.003
Si 5.446 2.711 12.233 0.004 0.003 0.001
Si 19.055 5.426 12.231 -0.002 -0.003 0.001
Si 5.44 8.154 12.247 -0.001 -0.004 0.001
Si 19.048 10.88 12.236 0 0.003 -0.003
Si 5.436 13.601 12.253 -0.002 -0.004 0.004
Si 8.147 16.322 12.237 0.001 0.005 0.004
Si 10.871 2.721 12.244 0.003 -0.002 0.001
Si 8.153 5.436 12.246 0 -0.001 0.001
Si 10.876 8.157 12.241 -0.001 0.005 0.002
Si 8.158 10.88 12.245 0.01 -0.002 0
Si 10.871 13.607 12.229 0 0 0.002
Si 13.607 16.321 12.243 -0.007 0.005 0.002
Si 16.324 2.718 12.25 -0.002 0.002 0.003
Si 13.603 5.443 12.243 0.003 0 0
Si 16.33 8.159 12.226 -0.006 -0.005 0.005
Si 13.593 10.887 12.213 -0.003 -0.004 -0.003
Si 16.332 13.599 12.236 -0.004 -0.004 0.006
Si 17.692 17.68 13.607 -0.005 0.012 0.002
Si 4.095 4.068 13.595 0.006 -0.009 -0.005
Si 17.697 6.79 13.576 0.003 -0.01 0
Si 4.078 9.516 13.602 -0.004 0 -0.003
Si 17.704 12.25 13.597 0.003 -0.016 0.003
Si 4.089 14.973 13.62 -0.005 0.009 0.008
Si 6.794 17.677 13.609 0.001 -0.003 0.001
Si 9.497 4.066 13.612 0.002 0 0.006
Si 6.791 6.788 13.615 -0.003 0.001 0.005
Si 9.515 9.517 13.601 0.002 -0.005 0.001
Si 6.798 12.237 13.609 0.009 -0.005 0.007
Si 9.506 14.964 13.59 0.003 0.006 -0.003
Si 12.24 17.683 13.596 -0.003 0 0.005
Si 14.967 4.086 13.604 -0.012 0.005 0.003
Si 12.232 6.791 13.603 0.005 0.002 0.005
Si 14.954 9.527 13.559 -0.006 0.012 -0.005
Si 12.233 12.245 13.575 -0.007 0.004 -0.002
Si 14.977 14.962 13.596 0.004 -0.01 0.007
Si 16.341 16.315 14.968 0.005 0.002 0
Si 19.071 2.709 14.962 0 0.006 -0.001
Si 16.354 5.44 14.949 0.006 0.002 -0.003
Si 19.054 8.128 14.952 -0.002 -0.004 -0.009
Si 16.327 10.87 14.909 -0.01 -0.007 -0.006
Si 19.05 13.616 14.979 0.001 -0.003 0.007
Si 5.449 16.33 14.994 -0.003 0 -0.001
Si 8.132 2.712 14.991 -0.003 -0.005 -0.002
Si 5.44 5.411 14.98 -0.003 -0.005 0.006
Si 8.147 8.162 14.962 0.008 0.005 0.001
Si 5.43 10.877 14.965 0.004 -0.011 0.001
Si 8.152 13.611 14.964 0.002 0.004 -0.001
Si 10.857 16.334 14.943 0.004 0.002 -0.007
Si 13.603 2.722 14.955 0.001 0 0.001
Si 10.861 5.424 14.96 -0.008 -0.001 0.004
Si 13.602 8.177 14.927 0.008 0.009 -0.002
Si 10.872 10.896 14.942 0.007 0.004 -0.003
Si 13.595 13.602 14.929 -0.007 -0.002 -0.005
O 8.745 8.668 23.804 0.201 -0.035 -0.288
O 12.096 15.093 28.435 -0.09 0.425 0.246
O 18.228 15.324 22.806 -0.011 -0.091 0.306
O 9.881 18.223 23.004 -0.499 0.155 0.522
O 20.792 12.556 23.039 0.407 -0.1 0.038
O 12.544 20.085 26.699 0.097 0.218 -0.315
O 10.836 8.734 33.891 -0.19 0.079 -0.534
O 14.815 10.705 33.364 0.141 0.082 -0.059
O 11.96 19.832 22.707 0.061 0.026 0.161
O 18.995 11.408 33.999 0.083 -0.114 -0.633
O 20.033 16.165 33.381 0.36 0.099 -0.294
O 21.692 5.741 24.37 -0.078 -0.026 -0.205
O 18.157 18.048 33.085 0.113 0.211 -0.387
O 9.506 18.286 32.327 0.225 -0.47 0.287
O 12.495 10.198 22.838 -0.34 0.22 0.299
O 17.333 7.557 29.994 -0.135 -0.112 0.336
O 11.941 18.775 33.13 0.087 0.28 -0.427
O 18.14 6.975 33.131 -0.348 0.148 -0.409
O 15.143 14.904 33.162 -0.248 -0.194 -0.383
O 17.424 4.483 23.329 -0.093 0.615 0.253
O 14.237 17.218 22.711 -0.064 0.021 0.038
O 9.025 10.479 33.019 -0.235 -0.291 -0.268
O 14.424 12.036 23.006 0.131 0.107 0.418
O 10.086 20.705 33.15 0.171 0.149 -0.335
O 10.184 7.211 25.409 0.36 -0.277 -0.155
O 7.217 4.251 23.35 0.622 0.082 0.229
O 19.368 4.745 24.96 0.222 -0.443 0.255
O 17.86 10.163 29.712 0.314 -0.238 0.447
O 9.487 6.34 22.96 0.088 -0.719 0.041
O 9.736 14.016 27.859 -0.308 0.002 0.027
O 19.961 21.413 33.068 0.068 -0.088 -0.578
O 6.877 9.586 26.789 0.001 -0.353 -0.251
O 20.677 10.511 26.757 0.023 -0.223 -0.501
O 5.4 8.231 22.221 0.173 -0.043 0.49
O 13.166 21.382 31.218 0.261 -0.388 0.159
O 8.142 6.066 33.859 0.026 0.004 -0.37
O 23.333 17.958 33.001 -0.011 -0.523 -0.134
O 7.115 14.535 23.426 -0.087 -0.058 0.213
O 13.574 16.873 33.94 -0.105 0.031 -0.314
O 11.035 14.046 33.96 -0.078 -0.134 -0.213
O 17.193 9.104 23.027 0.045 0.071 0.226
O 20.604 12.817 27.999 0.397 0.23 -0.088
O 12.588 15.287 23.258 -0.179 -0.106 0.546
O 22.246 13.15 25.183 0.121 -0.372 0.28
O 5.427 18.98 22.306 0.065 -0.11 0.472
O 10.351 14.652 30.371 0.373 0.098 0.3
O 10.849 12.301 26.204 -0.04 0.026 -0.407
O 19.997 7.098 25.898 -0.494 0.297 -0.03
O 21.563 5.733 27.52 0.104 0.333 0.045
O 21.628 19.626 33.998 0.025 0.045 -0.614
O 15.335 7.231 23.026 -0.027 -0.076 0.308
O 10.964 8.236 21.99 0.153 0.087 0.393
O 13.05 11.344 25.108 0.042 0.113 0.028
O 12.127 17.721 24.242 -0.174 -0.03 0.485
O 10.523 18.383 26.983 0.377 -0.329 -0.054
O 10.642 19.865 24.886 -0.316 0.331 -0.144
O 10.087 20.997 27.169 -0.455 0.019 -0.171
O 7.8 6.331 24.923 -0.151 0.135 0.481
O 16.343 8.695 34.018 -0.03 -0.084 -0.339
O 20.395 7.411 31.82 -0.006 0.046 -0.366
O 7.673 19.727 31.077 -0.014 0.39 0.308
O 19.273 6.649 28.432 0.031 0.181 0.02
O 12.578 10.816 27.619 -0.239 0.076 0.342
O 22.722 7.872 32.962 0.356 0.212 -0.488
O 16.246 14.14 30.922 0.135 0.536 -0.444
O 11.124 19.787 30.896 -0.099 -0.358 -0.131
O 18.833 12.556 29.943 -0.297 0.114 0.697
O 21.62 17.166 26.757 0.046 0.138 -0.638
O 18.717 5.625 30.846 -0.076 -0.445 -0.125
O 16.306 13.634 22.152 -0.135 0.213 0.572
O 21.651 9.68 31.233 0.007 -0.096 -0.113
O 8.853 5.202 29.471 -0.295 0.417 0.335
O 8.256 16.401 22.163 -0.073 -0.048 0.342
O 16.308 19.749 33.881 0.056 0.008 -0.406
O 14.18 16.417 25.16 0.269 -0.426 -0.129
O 8.623 13.561 25.463 0.367 -0.028 -0.182
O 13.069 8.708 29.199 -0.423 -0.456 0.109
O 7.961 17.549 27.086 -0.173 0.508 -0.332
O 23.379 12.249 33.251 -0.207 -0.115 -0.238
O 9.865 16.494 28.608 -0.147 0.021 0.349
O 14.769 21.835 33.152 0.231 0.251 -0.308
O 20.863 19.543 27.44 -0.51 0.136 -0.166
O 14.012 18.001 27.314 -0.146 -0.123 0.267
O 21.732 14.193 34.002 -0.069 0.073 -0.591
O 7.723 14.577 30.706 -0.403 -0.49 -0.004
O 14.765 9.644 23.938 -0.114 -0.181 0.402
O 10.935 13.434 22.276 0.128 -0.11 0.194
O 12.655 12.14 33.029 -0.099 0.242 -0.307
O 9.037 18.976 28.997 0.384 0.004 0.141
O 18.414 16.346 25.123 -0.043 -0.384 0.312
O 7.853 17.161 30.627 0.276 0.182 -0.113
O 21.855 16.109 30.959 0.049 0.137 0.569
O 15.407 6.627 27.249 -0.582 0.062 0.255
O 16.168 18.922 22.149 0.078 -0.045 0.524
O 23.044 20.198 28.654 -0.256 -0.094 0.151
O 14.638 12.14 31.251 -0.109 -0.099 -0.011
O 17.13 5.229 28.668 0.108 -0.464 0.264
O 23.044 15.82 28.598 -0.101 -0.451 0.099
O 19.197 16.749 31.039 -0.324 0.261 -0.348
O 9.864 7.135 28.052 -0.343 0.096 0.247
O 8.226 10.886 25.036 -0.151 0.453 0.119
O 9.478 9.367 26.803 0.234 0.215 0.273
O 17.072 13.049 33.203 -0.222 -0.346 -0.31
O 7.436 11.169 30.954 0.269 -0.072 -0.412
O 18.344 11.608 27.533 -0.583 0.022 -0.564
O 13.612 5.451 22.12 0.001 0.028 0.387
O 13.2 13.279 26.885 0.209 0.18 -0.276
O 18.992 10.839 22.217 0.05 0.065 0.431
O 16.378 17.168 26.534 0.108 -0.137 0.187
O 11.504 5.445 29.237 0.221 0.567 -0.351
O 14.365 9.025 26.873 -0.079 0.365 -0.357
O 20.675 9.383 33.545 0.143 -0.352 -0.014
O 21.242 8.267 27.94 -0.114 0.108 0.365
O 20.023 17.215 23.217 -0.02 0.317 0.255
O 7.001 10.266 22.798 -0.277 0.594 0.096
O 17.596 15.537 32.725 -0.038 -0.049 0.039
O 12.443 6.761 33.151 -0.324 -0.347 -0.285
O 13.148 19.671 29.209 0.003 -0.553 0.307
O 17.775 18.914 25.115 -0.226 0.011 -0.076
O 13.208 9.97 31.474 -0.451 -0.156 0.067
O 16.335 8.125 25.305 0.656 -0.258 0.107
O 16.314 12.228 29.14 -0.063 0.078 -0.593
O 19.711 12.582 25.484 -0.53 0.011 -0.173
O 14.143 13.708 29.312 -0.1 0.124 0
O 21.381 12.36 30.52 0.172 0.292 0.286
O 16.965 4.939 25.976 -0.201 0.305 -0.037
O 15.061 20.37 27.537 0.25 -0.12 -0.149
O 20.198 14.73 29.657 -0.33 -0.179 -0.41
O 6.67 20.476 26.005 0.176 -0.571 -0.091
O 14.16 7.472 31.345 0.209 -0.126 -0.152
O 14.573 15.47 27.506 0.51 -0.326 0.309
O 9.453 11.195 22.825 0.237 -0.027 0.339
O 20.39 14.823 24.26 0.209 0.121 0.254
O 19.712 6.777 23.204 -0.661 0.106 0.013
O 11.895 8.364 26.905 0.164 -0.171 -0.089
O 15.417 9.358 30.086 0.214 0.245 -0.096
O 9.237 15.349 32.736 -0.179 0.351 -0.261
O 18.946 17.788 27.165 -0.304 -0.161 0.489
O 20.609 17.406 29.084 0.145 0.313 0.144
O 8.534 11.736 27.391 -0.286 0.131 0.633
O 22.215 10.539 28.904 0.204 0.143 -0.237
O 16.76 8.823 27.802 0.488 0.279 -0.381
O 9.26 12.827 31.903 0.427 -0.255 0.25
O 6.96 15.432 25.943 0.115 0.081 -0.142

Results
total energy: -101658.525 eV
total energy less fixed offsets of O -438.35, Si -107.03 eV per atom: -5.325 eV
